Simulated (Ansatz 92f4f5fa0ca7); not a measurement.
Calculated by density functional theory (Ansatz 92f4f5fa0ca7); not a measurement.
Periodic cell of 223 atoms, Si132O90As1, from a study of silicon, its oxide and their interface. The atomic structure is a simulated model.
Doubt: the cutoff is far below the 930 eV that the study's wrapper takes by default for these files, so forces and energies are approximate.

Settings: functional PBE; potential files Ansatz PAW; basis plane waves; wave-function cutoff 580 eV; density cutoff ratio 5; exchange-correlation grid ratio 1; k mesh 1 x 1 x 1, Gamma-centred; self-consistency stop 5e-08 eV per atom in the density residual; occupations fixed; spin none; net charge +1 e, with a uniform compensating background and no finite-size correction.

Cell vectors (angstrom)
a	10.938	0	0
b	0	10.938	0
c	0	0	32.1988

Atoms and the computed forces on them: element, x, y, z (angstrom), force x, y, z (eV/angstrom)
Si	10.5905	0.2286	24.8563	0.0316	-0.0799	-0.257
Si	5.7395	10.6785	24.7344	-0.0378	0.0377	-0.2936
Si	2.4834	2.9199	24.6369	0.0601	-0.0445	-0.2926
Si	8.4303	2.4663	24.8205	-0.0494	0.0721	-0.3012
Si	0.2782	5.1673	24.7538	-0.0613	0.031	-0.3054
Si	5.1532	5.7492	24.6889	0.0653	-0.0327	-0.2634
Si	2.9355	8.0063	24.5909	-0.0334	0.0351	-0.2845
Si	7.9386	8.4377	24.7276	0.0557	-0.0795	-0.2537
Si	1.3344	1.3819	26.0263	-0.0041	0.0233	-0.0038
Si	6.8454	1.3129	26.1092	0.0161	-0.0132	0.0708
Si	4.0449	4.1071	25.9876	-0.0185	-0.0116	0.0239
Si	9.6075	4.0627	26.0798	-0.0065	0.0086	0.0072
Si	1.4005	6.827	25.9964	0.0077	0.0202	0.0571
Si	6.7683	6.8545	26.0225	0.0008	0.0135	0.0092
Si	4.1061	9.5332	25.9885	0.0082	-0.0144	0.0103
Si	9.4706	9.5702	26.1365	-0.0162	0.0147	0.0344
Si	2.733	-0.0064	27.3294	-0.0053	-0.0068	-0.0675
Si	8.1632	-0.0205	27.5477	-0.0214	-0.0524	0.0874
Si	0.0172	2.7181	27.4688	-0.002	0.0113	0.1172
Si	5.4423	2.7476	27.3632	0.0087	0.0263	-0.1022
Si	2.7333	5.4683	27.4286	0.03	0.0091	0.0074
Si	8.1868	5.4745	27.352	-0.0063	-0.0067	-0.0849
Si	-0.0044	8.1851	27.371	-0.0359	-0.0283	-0.0998
Si	5.4412	8.2033	27.4426	-0.0087	-0.0271	0.0399
Si	4.0921	1.3456	28.7244	0.0243	0.0206	0.0704
Si	9.5784	1.3726	28.8412	-0.0239	-0.0337	-0.1074
Si	1.3523	4.1217	28.8102	0.0163	-0.0709	-0.08
Si	6.8288	4.107	28.7304	-0.0111	-0.0117	0.0731
Si	4.1042	6.8192	28.8051	-0.0028	-0.0239	-0.0679
Si	9.5551	6.8256	28.7394	-0.0021	0.0558	0.0537
Si	1.3941	9.5558	28.7171	-0.0476	0.0015	0.0698
Si	6.7815	9.5439	28.8643	0.1403	0.0237	-0.159
Si	-0.016	-0.0748	30.1195	0.0347	0.0964	-0.0023
Si	5.4415	0.0158	30.1602	-0.0993	0.0188	0.006
Si	2.7901	2.7682	30.1087	-0.1009	-0.0274	-0.0027
Si	8.1803	2.747	30.139	0.0326	0.0381	-0.0255
Si	-0.0207	5.4841	30.1421	-0.041	-0.0271	-0.0152
Si	5.4834	5.4563	30.1499	0.031	-0.0008	-0.015
Si	2.7221	8.1955	30.128	0.0276	0.0663	-0.0215
Si	8.2071	8.1805	30.1577	-0.0056	-0.042	-0.0041
As	1.3787	1.3585	31.5374	0.0126	-0.019	-0.0492
Si	6.8259	1.3797	31.499	-0.0009	0.0081	0.0034
Si	4.1234	4.1002	31.5393	0.0182	0.0063	-0.0052
Si	9.5513	4.1129	31.4955	-0.0097	0.0053	0.0193
Si	1.3528	6.8477	31.4865	-0.0136	0.0022	-0.0068
Si	6.8477	6.8168	31.5375	0.0101	0.0019	0.0145
Si	4.0872	9.5616	31.4985	0.0051	-0.0172	0.038
Si	9.5719	9.5432	31.5421	-0.0151	-0.0168	-0.0108
Si	2.7862	-0.0516	0.7575	-0.0802	0.0518	0.0389
Si	8.1844	0.0079	0.6581	0.0644	-0.009	-0.0106
Si	-0.0514	2.7825	0.7311	0.0551	-0.0693	0.0208
Si	5.4946	2.7292	0.6975	-0.0491	0.0205	0.0209
Si	2.7293	5.5052	0.6488	0.0388	-0.0598	-0.0091
Si	8.2164	5.4514	0.7166	-0.0214	0.0229	0.0441
Si	0.0132	8.1747	0.6919	-0.0313	0.0539	0.0203
Si	5.4659	8.209	0.6879	0.0135	-0.0178	0.0232
Si	4.1358	1.3835	2.0807	0.052	-0.0455	-0.0001
Si	9.5484	1.3336	2.0563	-0.0054	0.015	0.0164
Si	1.3949	4.145	2.0292	-0.0715	0.0281	-0.0215
Si	6.8476	4.0846	2.0814	0.0491	-0.0397	0.0055
Si	4.099	6.8307	2.0505	0.0224	0.0514	0.003
Si	9.5822	6.8351	2.0687	0.0147	-0.0514	-0.0117
Si	1.3567	9.5357	2.0758	0.071	-0.0403	0.0022
Si	6.8292	9.6008	2.0439	-0.0768	0.0137	-0.009
Si	-0.0171	-0.0381	3.401	0.0468	0.1002	0.0567
Si	5.4942	0.0087	3.4846	-0.0413	-0.0312	-0.0811
Si	2.7694	2.7975	3.3681	-0.051	-0.1278	0.1036
Si	8.1851	2.6845	3.4619	0.0556	0.1193	-0.0433
Si	0.0248	5.4759	3.4389	-0.0698	-0.0077	-0.0034
Si	5.4688	5.4629	3.409	0.0337	0.0434	0.0535
Si	2.7726	8.2036	3.459	-0.0307	-0.0103	-0.0553
Si	8.2003	8.2347	3.3716	0.007	-0.0684	0.1204
Si	1.3879	1.3932	4.6438	-0.0041	0.0084	-0.1097
Si	6.8417	1.3465	4.9122	-0.0004	-0.0047	0.0999
Si	4.149	4.0859	4.8096	0.0367	0.0386	-0.0003
Si	9.5738	4.0815	4.7622	-0.0052	-0.0115	0.0424
Si	1.4108	6.8291	4.8227	0.0183	0.0199	0.0482
Si	6.8196	6.8887	4.7298	-0.0013	0.0149	-0.0317
Si	4.1335	9.5749	4.8486	0.0136	0.0198	0.093
Si	9.5468	9.5493	4.7956	-0.026	-0.0265	-0.0074
Si	2.7415	0.1074	6.0659	0.0252	0.0285	-0.038
Si	8.2016	-0.0612	6.2681	0.002	-0.0266	0.0003
Si	0.0236	2.6763	6.0495	-0.0018	-0.0143	-0.0225
Si	5.4704	2.7258	6.2918	-0.0202	-0.0021	-0.0057
Si	2.811	5.4778	6.1827	0.0095	0.002	-0.0039
Si	8.1682	5.4795	6.0441	0.0049	0.002	-0.0663
Si	0.0079	8.1873	6.1543	-0.0202	-0.0119	-0.0012
Si	5.5252	8.2225	6.239	0.0171	-0.0093	-0.0623
Si	3.8312	1.5747	7.6048	0.0351	-0.0777	0.3156
Si	9.8327	1.1401	7.4524	-0.0327	0.0866	0.2727
Si	1.6287	3.8007	7.3152	-0.0853	0.0225	0.2359
Si	6.6425	4.4155	7.4814	0.0687	0.0141	0.2789
Si	4.3997	6.6333	7.5466	-0.0144	0.0504	0.2656
Si	9.3621	6.9489	7.4061	0.0083	-0.0481	0.2456
Si	1.1326	9.9191	7.2977	0.0487	-0.0197	0.2502
Si	7.1583	9.2284	7.6715	-0.0538	0.019	0.3538
O	8.3094	8.0883	7.9217	0.0214	-0.0087	-0.1374
O	2.7127	2.7376	7.962	0.0254	-0.008	-0.1434
O	9.5257	1.3534	24.2583	-0.011	0.0036	0.1469
O	4.0522	6.8637	24.1173	-0.0101	0.0108	0.1332
O	0.0212	0.0269	7.9621	0.0078	-0.0215	-0.1446
O	5.5191	5.5104	8.0363	0.0019	-0.0147	-0.1362
O	6.8528	9.5721	24.1868	-0.0122	0.0099	0.1381
O	1.3717	4.061	24.1613	-0.0023	0.0062	0.1479
O	3.8534	7.3905	8.9323	0.0924	-0.0878	-0.2475
O	0.8093	4.3751	8.6056	0.0786	-0.106	-0.2623
O	9.8073	6.1698	8.7992	-0.0891	0.0742	-0.2419
O	2.1003	9.3872	8.5109	-0.0842	0.126	-0.2873
O	7.4963	3.9282	8.809	-0.0878	0.113	-0.2861
O	4.2659	0.9241	9.0713	-0.108	0.0433	-0.3594
O	6.7265	9.5589	9.2257	0.05	-0.0173	-0.4444
O	9.2004	1.8613	8.7947	0.1173	-0.0939	-0.2754
O	7.721	3.1565	23.5115	0.1166	-0.1058	0.2982
O	10.5045	5.8448	23.4424	0.1121	-0.1265	0.3068
O	5.0866	0.4292	23.3955	0.1085	-0.1269	0.3158
O	5.8609	5.0843	23.3611	-0.1118	0.1245	0.2838
O	3.1126	2.2138	23.2725	-0.1312	0.0971	0.2965
O	2.2971	8.7165	23.2213	0.1265	-0.1081	0.2935
O	8.615	7.7429	23.3934	-0.1134	0.1069	0.2719
O	0.249	10.3502	23.5807	-0.1048	0.125	0.3116
Si	4.3935	1.5705	22.4655	-0.0093	-0.0207	-0.5048
Si	3.4879	7.9267	14.0332	0.0123	-0.0052	0.1504
Si	7.1144	0.9573	14.663	-0.0261	-0.014	0.1046
Si	0.947	9.3561	22.518	-0.0282	0.0512	-0.4992
Si	1.1759	4.3059	11.8813	0.0438	-0.0779	0.2742
Si	6.2649	8.9628	15.3172	-0.0028	0.0026	0.0239
Si	0.6764	1.3646	12.2994	0.0015	-0.0031	0.1822
Si	8.6269	4.9524	20.5101	0.0647	-0.0724	-0.3838
Si	0.3192	5.7113	9.3647	0.053	0.0076	0.4228
Si	5.1025	3.1242	17.9403	0.0245	0.0347	-0.0983
Si	0.8821	3.7436	16.7488	0.0364	0.007	-0.046
Si	10.4	2.844	19.2291	0.0099	-0.0118	-0.221
Si	5.2758	1.1809	10.3518	0.028	0.0527	0.4195
Si	0.8871	0.1744	19.8419	-0.0731	0.0896	-0.3124
Si	6.6412	9.4593	10.8641	0.0494	-0.0675	0.4366
Si	9.3376	9.6764	18.3219	-0.0388	-0.0325	-0.1208
Si	9.3884	9.2442	12.5684	0.0358	-0.0304	0.2082
Si	6.5759	3.8447	22.5846	0.0152	-0.005	-0.4605
Si	2.4338	8.0701	9.3837	-0.0408	-0.0078	0.4384
Si	10.5892	7.3666	17.0754	0.0297	-0.0136	-0.0449
Si	2.5107	6.2889	16.5812	-0.0041	-0.0043	0.0051
Si	10.1751	4.488	14.1898	-0.0226	0.0266	0.1158
Si	6.1384	9.1862	18.514	0.0262	-0.0348	-0.1081
Si	7.963	2.5746	9.581	-0.0314	-0.055	0.4479
Si	8.8784	2.1429	12.4518	0.0318	-0.052	0.2786
Si	5.3389	6.2458	18.0671	-0.0314	0.0062	-0.0868
Si	3.9227	0.5597	19.4644	0.0443	-0.0278	-0.3338
Si	4.2718	3.8387	12.0501	-0.0173	0.0584	0.2355
Si	5.5409	6.6002	12.1373	-0.0085	-0.0418	0.224
Si	8.0124	2.5034	17.2171	-0.0181	0.0012	-0.0601
Si	4.3571	2.4809	14.9661	-0.0012	-0.0414	0.0791
Si	1.5369	1.2115	15.2604	0.0195	-0.0185	0.0642
Si	1.5697	9.4102	12.0478	-0.0629	0.0676	0.2796
Si	8.0495	6.849	13.8642	0.0081	0.0008	0.1181
Si	10.3786	9.8344	15.485	0.0292	-0.0122	0.0511
Si	9.8091	7.0116	22.5526	-0.0234	-0.0049	-0.4605
Si	8.1095	5.4842	17.4073	-0.0053	0.0169	-0.1399
O	6.0439	7.9576	11.2902	0.0273	0.1039	-0.1484
O	6.0212	9.2047	16.8962	-0.0025	0.004	0.037
O	7.6776	1.3619	13.193	0.0327	0.0299	-0.1131
O	0.8929	1.7461	13.869	-0.0205	0.0047	-0.1099
O	9.4269	6.2557	16.8765	-0.0167	-0.0106	0.0258
O	6.7595	6.1996	13.1344	-0.05	0.0057	-0.0881
O	5.1328	4.6609	18.6092	0.0035	-0.0154	0.0466
O	9.2289	2.1556	18.2714	0.0375	0.0089	0.0757
O	2.3677	0.1	19.0729	-0.0183	-0.0055	0.1009
O	9.4052	10.2284	16.7612	-0.0029	0.0039	0.0339
O	2.7837	4.4359	11.7093	-0.0183	0.011	-0.0849
O	5.066	10.3246	19.1036	-0.0536	0.0557	0.0814
O	9.4239	3.2369	13.4977	-0.0203	-0.0379	-0.0885
O	0.4551	1.7623	19.9584	0.0278	-0.0319	0.0918
O	3.1511	1.3625	15.0688	0.0008	0.0096	-0.023
O	8.1707	5.3772	19.0204	0.0223	-0.0214	0.2098
O	3.8917	6.5984	17.3939	0.0206	-0.0002	0.0192
O	4.579	3.2845	16.3841	0	-0.0043	0.0144
O	9.061	5.6644	14.3112	0.0015	0.0008	-0.0326
O	5.4627	2.7519	22.1329	0.0049	0.0133	0.1542
O	10.6734	4.1477	15.6871	-0.0125	0.002	-0.0342
O	0.3391	3.8671	18.284	-0.0327	-0.0188	0.0828
O	10.4274	10.5152	19.2097	0.0804	0.0291	0.1076
O	9.6406	10.0231	14.0268	-0.0202	-0.0067	-0.0983
O	10.8996	8.1288	22.0947	0.0042	-0.0116	0.1527
O	1.1875	2.1596	16.533	-0.0051	0.0006	0.0055
O	9.7278	3.7448	20.4174	-0.0549	0.0696	0.1407
O	8.1326	4.0321	16.6795	0.0038	0.003	0.0264
O	-0.0426	9.101	11.9062	0.0391	-0.0083	-0.0875
O	6.5857	2.4179	18.0079	-0.013	-0.0022	0.0351
O	5.5764	10.7145	11.1975	-0.0107	0.0395	-0.1365
O	7.7494	9.5928	18.8438	0.0006	0.0062	0.0436
O	10.0275	1.0215	12.0623	-0.0176	0.008	-0.0779
O	1.306	6.9573	9.0743	-0.0015	0.0043	-0.1563
O	0.6228	4.762	13.3524	0.0425	-0.0017	-0.1196
O	5.7056	7.6244	18.9819	0.0057	0.0144	0.0505
O	5.2321	5.0843	11.5199	0.0026	-0.0209	-0.092
O	2.7137	6.9801	15.119	0.0114	0.0195	-0.0489
O	0.9111	2.7401	11.468	-0.0001	0.0407	-0.0976
O	0.8579	10.684	15.5496	-0.004	0.0053	-0.019
O	2.407	8.5824	10.9201	0.0573	-0.0848	-0.2915
O	4.691	2.4295	11.2744	0.0467	-0.1291	-0.177
O	4.245	3.5103	13.6801	0.0019	0.0342	-0.1358
O	2.2008	4.6795	16.4924	-0.0074	-0.0084	0.0013
O	10.7053	8.2479	15.6961	-0.0091	0.0087	-0.0071
O	6.9245	10.2899	14.6667	0.0099	0.0106	-0.0292
O	2.3388	8.95	13.4312	-0.0386	0.0252	-0.115
O	8.0283	1.5214	15.9067	0.0022	0.0002	-0.0108
O	4.1268	6.9941	12.8583	0.0379	-0.0226	-0.1009
O	4.1774	2.0124	18.7207	-0.0315	-0.0634	0.1011
O	7.2882	4.4264	21.2577	-0.1141	-0.0603	0.2535
O	8.4119	2.9272	11.1045	-0.0579	0.0297	-0.2844
O	1.178	6.8619	17.3599	-0.0091	0.0056	0.0144
O	5.6494	1.5743	14.7542	0.0048	0.0063	-0.0284
O	8.1273	9.7541	11.5883	-0.1086	0.0176	-0.155
O	9.2126	6.285	21.2324	0.0627	0.1174	0.2486
O	8.9582	7.7126	12.8528	0.0133	0.0378	-0.0767
O	1.6517	0.1167	11.8847	0.0198	-0.0247	-0.0811
O	6.6445	6.1493	17.0635	0.0082	-0.0039	0.0289
O	7.3953	7.8002	15.0367	0.0116	-0.0179	-0.0341
O	1.2178	10.2871	21.2149	0.0089	-0.1393	0.3232
O	10.0297	8.198	18.3541	-0.0076	0.0204	0.0537
O	3.9479	0.8548	21.0771	0.0384	0.0808	0.3558
O	0.3271	5.3279	10.9323	-0.0471	0.0845	-0.2597
O	6.6944	1.5708	9.6477	0.0457	0.027	-0.163
O	4.7749	8.7033	14.6861	-0.0173	-0.0085	-0.0395

Results
free energy: -139961.411 eV
free energy less fixed offsets of As -4856.12, O -568.88, Si -635.61 eV per atom: -5.571 eV

The program warned: the cutoff lies below the one the program advises for these potential files; the exchange-correlation potential is rough where the density is thin.
